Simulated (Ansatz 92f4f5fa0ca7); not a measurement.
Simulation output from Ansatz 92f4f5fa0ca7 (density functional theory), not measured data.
Periodic cell of 250 atoms, Si166O84, from a study of silicon, its oxide and their interface. The atomic structure is a simulated model.
Doubt: the cutoff is far below the 930 eV that the study's wrapper takes by default for these files, so forces and energies are approximate.
This geometry differs little from another in the collection (a relaxation step or a small displacement).

Settings
functional: PBE
potential files: Ansatz PAW
basis: plane waves
wave-function cutoff: 580 eV
density cutoff ratio: 5
exchange-correlation grid ratio: 1
k mesh: 1 x 1 x 1, Gamma-centred
self-consistency stop: 5e-08 eV per atom in the density residual
occupations: fixed
spin: none
net charge: 0

Cell vectors (angstrom)
a  10.938  0  0
b  0  10.938  0
c  0  0  37.1908

Atoms and the computed forces on them: element, x, y, z (angstrom), force x, y, z (eV/angstrom)
Si  0  0  0.683  0.0288  -0.0194  0.0121
Si  5.469  0  0.683  0.0285  -0.0619  0.0089
Si  2.7345  2.7345  0.683  0.0503  -0.0417  -0.0247
Si  8.2035  2.7345  0.683  0.0419  -0.0525  -0.0238
Si  0  5.469  0.683  0.0395  -0.0481  0.0023
Si  5.469  5.469  0.683  0.0711  -0.0495  0.0164
Si  2.7345  8.2035  0.683  0.0303  -0.007  -0.0138
Si  8.2035  8.2035  0.683  0.0247  -0.0672  -0.0223
Si  1.3673  1.3673  2.0503  0.0986  -0.0043  0.0177
Si  6.8362  1.3673  2.0503  0.1857  -0.0268  -0.079
Si  4.1018  4.1018  2.0503  -0.0317  -0.1325  -0.0575
Si  9.5708  4.1018  2.0503  0.0739  -0.1639  -0.0029
Si  1.3673  6.8362  2.0503  0.1584  -0.0782  -0.0568
Si  6.8362  6.8362  2.0503  0.133  0.0188  0.0114
Si  4.1018  9.5708  2.0503  0.0818  -0.1659  0.0122
Si  9.5708  9.5708  2.0503  0.006  -0.0969  -0.0333
Si  2.7345  0  35.1393  -0.1618  0.1586  0.0297
Si  8.2035  0  35.1393  -0.0543  0.0652  -0.0711
Si  0  2.7345  35.1393  -0.1014  0.058  -0.1829
Si  5.469  2.7345  35.1393  -0.0754  0.1008  0.2265
Si  2.7345  5.469  35.1393  -0.0882  0.0941  -0.0612
Si  8.2035  5.469  35.1393  -0.0623  -0.0074  0.0257
Si  0  8.2035  35.1393  -0.1029  0.1157  0.2464
Si  5.469  8.2035  35.1393  -0.0829  0.0669  -0.1933
Si  4.1018  1.3673  36.5066  -0.046  0.0587  0.0016
Si  9.5708  1.3673  36.5066  -0.0316  0.0333  -0.002
Si  1.3673  4.1018  36.5066  -0.0512  0.032  -0.0112
Si  6.8362  4.1018  36.5066  -0.0444  0.0524  0.0114
Si  4.1018  6.8362  36.5066  -0.0479  0.0396  -0.0015
Si  9.5708  6.8362  36.5066  -0.0277  0.0593  -0.0023
Si  1.3673  9.5708  36.5066  -0.0401  0.0324  0.0066
Si  6.8362  9.5708  36.5066  -0.0234  0.0439  -0.0124
Si  -0.5927  0.6046  27.2874  0.0243  -0.0239  -0.0019
Si  5.699  -0.4974  26.9503  -0.0404  0.0426  -0.0072
Si  2.029  3.4812  27.1064  0.0553  -0.0399  -0.0068
Si  8.5619  2.2337  27.1688  -0.0421  0.0178  0.0031
Si  0.2673  5.1811  27.1236  -0.0362  0.0407  0.011
Si  4.8847  6.2149  27.0848  0.0122  -0.0203  -0.0038
Si  3.1416  8.0521  26.9672  -0.0305  0.0198  0.0048
Si  7.401  8.733  27.0209  0.0349  -0.0143  0.0209
Si  1.2503  1.5806  28.3522  -0.0035  -0.0031  0.0034
Si  6.6466  1.3483  28.17  0.0099  0.001  0.0148
Si  3.9266  4.3439  28.2264  -0.0018  -0.0077  0.0176
Si  9.4679  4.1334  28.3244  -0.0062  -0.0037  0.0019
Si  1.3436  6.9861  28.1927  0.0061  0.0015  0.0016
Si  6.6118  7.0399  28.4642  0.0034  -0.0032  0.0179
Si  4.0709  9.6106  28.449  0.0057  0.0069  0.01
Si  9.3387  9.6161  28.1667  -0.0031  -0.001  0.0206
Si  2.6433  0.1266  29.6171  -0.0034  0.0013  -0.0053
Si  8.0351  0.0345  29.6558  0.0019  0.0089  0.0013
Si  -0.1058  2.8517  29.7991  -0.0062  0.0031  -0.0112
Si  5.335  2.8462  29.4986  0.0004  0.0051  -0.0144
Si  2.6465  5.6501  29.718  -0.0093  0.0021  0.0005
Si  8.0796  5.5598  29.6006  0.0033  -0.0016  -0.0038
Si  -0.119  8.2955  29.5186  0.0016  -0.0012  -0.0144
Si  5.3607  8.3266  29.9335  0.0015  -0.0002  -0.0003
Si  4.0438  1.468  30.9758  -0.0012  -0.0018  0.0001
Si  9.4584  1.3961  31.035  0.0042  0.0028  0.0121
Si  1.3103  4.2207  31.08  -0.0016  0.0029  0.012
Si  6.7387  4.1453  30.9528  0.0008  -0.0002  -0.0009
Si  4.0028  6.9002  31.168  0.0004  0.0066  0.0058
Si  9.5139  6.8967  30.9607  -0.0001  -0.0038  -0.0007
Si  1.262  9.6464  30.9503  0.0018  -0.0001  -0.0017
Si  6.7923  9.6683  31.1667  -0.0069  -0.0034  0.0064
Si  -0.0705  0.0388  32.3842  -0.0009  0.0006  -0.0017
Si  5.3966  0.1095  32.4288  0.0052  0  -0.0004
Si  2.6888  2.7975  32.3923  -0.0021  0.0027  -0.0054
Si  8.1164  2.7879  32.375  0.0004  -0.0021  -0.0031
Si  -0.0736  5.5531  32.4109  0.0033  -0.0007  -0.0022
Si  5.4192  5.4835  32.4159  -0.0005  -0.0015  -0.0038
Si  2.6208  8.2959  32.4197  0.0047  -0.001  -0.0035
Si  8.1863  8.2352  32.4143  0.0001  0.0038  -0.0007
Si  1.3531  1.3741  33.7504  -0.0014  0.0051  0.0011
Si  6.824  1.3981  33.7835  -0.0019  -0.0023  0.0025
Si  4.0912  4.0953  33.782  0.0028  0.0005  0.0013
Si  9.5453  4.1085  33.7534  0.0047  -0.0056  0
Si  1.3388  6.8587  33.7829  0.0014  0.0013  0.0006
Si  6.8335  6.8322  33.7655  0.0039  0.0004  -0.0019
Si  4.0774  9.5974  33.7666  -0.0041  0.0006  0.0007
Si  9.5716  9.5721  33.7778  -0.002  -0.0046  0.002
Si  2.7437  -0.0158  3.415  -0.0007  0.0014  0.0046
Si  8.2171  -0.0063  3.4183  -0.0039  -0.0005  0.0025
Si  0.0241  2.7346  3.4274  -0.0011  -0.0002  0.0005
Si  5.4741  2.7154  3.4052  0.0027  0.0009  0.0024
Si  2.7555  5.4648  3.4189  -0.0019  -0.0008  -0.0004
Si  8.2152  5.4539  3.4146  0.0031  -0.0053  0.0014
Si  0.007  8.185  3.4075  0.001  0.0023  0.0041
Si  5.4838  8.1911  3.4261  -0.0001  -0.0011  0.002
Si  4.1806  1.2858  4.7728  -0.0008  -0.0028  0.0018
Si  9.6559  1.2933  4.7781  -0.0017  0.003  0.001
Si  1.4272  4.08  4.7975  -0.0033  -0.0008  0
Si  6.8589  4.0593  4.7614  0.0005  0.0038  0.0019
Si  4.1955  6.7442  4.7942  0.0006  -0.0032  -0.0009
Si  9.6496  6.7588  4.7753  0.0026  -0.0007  -0.0016
Si  1.4282  9.4916  4.7659  -0.0046  0.0031  0.0015
Si  6.8749  9.5422  4.7872  0.0001  0.0003  -0.0009
Si  0.1004  -0.0967  6.1627  0.0004  -0.0017  0.009
Si  5.51  -0.0848  6.2177  -0.0032  0.0008  0.0046
Si  2.8602  2.6977  6.0858  0.002  0.0002  -0.0171
Si  8.2433  2.6676  6.0526  -0.0043  -0.0018  -0.0154
Si  0.0965  5.436  6.2188  0  -0.0004  0.0078
Si  5.5555  5.3822  6.2302  0.0006  -0.0008  0.011
Si  2.8133  8.0978  6.1036  -0.0016  0.0041  -0.0137
Si  8.2704  8.1333  6.0713  -0.0019  -0.0093  -0.0145
Si  1.5811  1.2838  7.4279  -0.0021  -0.0045  0.0114
Si  6.9562  1.3194  7.4909  0.0049  -0.005  -0.0023
Si  4.2025  3.9352  7.5948  -0.0036  -0.001  0.0085
Si  9.5834  4.0017  7.4374  0.0036  -0.0007  0.0063
Si  1.5693  6.7719  7.6044  0.0008  -0.0075  0
Si  6.9878  6.8027  7.5239  0.0019  -0.0028  0.0057
Si  4.145  9.3712  7.5528  0.0039  -0.0012  0.0092
Si  9.6694  9.3813  7.4749  0.0019  -0.0072  0.0003
Si  2.8651  -0.1117  8.9069  0.0039  0.0014  -0.0108
Si  8.2839  -0.1663  8.7599  0.0071  0.003  -0.026
Si  0.0685  2.5739  8.6545  0.0072  0.0033  -0.0062
Si  5.6305  2.5891  8.9946  -0.0023  -0.0071  -0.0159
Si  2.8883  5.3003  9.0314  0.0213  0.0079  -0.0179
Si  8.3658  5.4328  8.8905  -0.0119  0.0021  -0.0167
Si  0.1643  8.1392  8.9562  -0.004  0.0051  -0.0256
Si  5.5511  8.0137  8.9715  0.0036  0.0013  -0.0122
Si  4.7926  0.62  10.139  -0.0124  0.0126  -0.0012
Si  10.1091  0.7937  9.8902  -0.0147  0.0291  -0.0319
Si  0.9189  4.2915  9.9851  0.0376  -0.0663  0.02
Si  6.6426  4.4447  10.1589  0.0127  -0.0125  -0.004
Si  4.7698  6.1402  10.3224  -0.0208  0.0143  0.021
Si  10.3575  6.188  10.1009  -0.0411  0.0512  0.0575
Si  0.9588  10.0682  10.1622  0.0353  -0.0334  0.0343
Si  6.6478  9.7573  10.1477  0.0178  -0.0139  0.0151
O  13.7466  19.3416  16.4959  -0.0066  -0.0035  0.0009
O  11.4916  -3.6215  21.502  0.0014  -0.0073  0.0051
O  -9.9703  17.8644  15.4211  0.0054  0.0057  0.0056
O  10.7984  15.9009  14.0678  0.004  -0.0021  -0.0107
O  19.9589  16.5733  18.8426  -0.0013  0.0043  0.0066
O  4.4515  17.4516  11.9252  0.0159  0.0036  -0.0278
O  22.6443  38.0676  23.2762  -0.0008  -0.009  0.0047
O  0.9746  -0.7164  17.3564  0.0068  -0.0025  0.0055
O  2.4625  3.288  25.525  -0.0054  0.0152  0.0163
O  2.8643  8.9839  25.5621  0.0029  -0.0193  0.0142
O  16.684  15.1119  16.4406  -0.0037  0.0105  -0.0128
O  5.7106  5.9288  25.6438  0.001  -0.0005  0.0034
O  7.3329  8.1173  25.4539  0.0109  0.0024  -0.0164
O  -6.1779  13.9856  21.3285  0.0018  0.0101  0.0128
O  -7.7158  18.597  14.0362  0.0078  -0.0042  -0.0049
O  4.7211  29.4411  21.1812  -0.0025  -0.003  0.0079
Si  1.1134  30.0324  20.1978  0.0044  0.0012  0.0001
Si  25.4604  17.1941  13.2881  -0.0124  -0.0086  0.0235
Si  -26.9378  26.9517  15.0687  0.0012  -0.0041  0.0101
Si  -8.1596  46.7682  18.0322  0.0034  -0.0027  -0.0007
Si  18.0555  12.0191  19.1472  0  0.0035  -0.0033
Si  -15.4613  39.8484  24.6463  -0.0053  -0.0229  -0.0362
Si  -38.6549  25.5938  22.7546  -0.0138  -0.0075  0.0002
Si  -11.9348  1.8357  24.7862  -0.0052  -0.015  -0.0237
Si  -1.5904  23.0138  12.9254  0.0036  0.0097  0.0286
Si  14.5556  1.9135  15.5166  -0.0033  -0.0015  0.0091
Si  -9.41  28.0704  22.218  -0.0006  0.0035  -0.0113
Si  7.7781  29.3885  15.3945  0.0008  0.0097  0.004
Si  25.8884  9.1474  17.3117  0.0003  0.0059  -0.0024
Si  -8.8965  -2.8397  15.0842  -0.0044  0.0032  0.0068
Si  13.7569  35.0894  24.3204  0.0063  -0.0059  -0.0233
Si  13.528  21.3813  21.7286  0.0062  0.002  0.0007
Si  -23.2356  4.4664  17.8101  -0.0047  -0.003  -0.0033
Si  15.4036  23.6631  20.3622  0.0113  -0.0033  -0.0059
Si  18.5335  -16.3256  19.664  -0.006  0.0002  -0.0174
Si  7.7786  15.8795  22.8106  0.0031  -0.0024  -0.0011
Si  22.4724  27.0709  12.6245  -0.0018  0.003  0.0494
Si  10.6264  27.8062  15.3885  -0.0007  -0.0047  0.0025
Si  0.3003  9.9233  13.1687  0.0018  -0.003  0.0396
Si  4.3476  39.7082  22.6312  0.0032  0.0028  -0.0108
Si  -6.0374  55.9849  13.0603  -0.0194  0.0032  0.052
Si  34.9659  11.2963  17.2971  0.0004  0.0029  -0.0015
Si  18.3026  14.2298  12.9606  0.0083  -0.0009  0.043
Si  8.259  31.2459  12.88  0.001  -0.0072  0.0243
Si  6.8427  25.4986  17.5228  0.0093  -0.0104  0.0004
Si  -0.2956  31.9896  18.3395  0.0014  0.0002  -0.0034
Si  5.0682  29.0497  19.6259  0.0022  -0.0007  -0.0058
Si  33.3081  1.5393  22.3514  0.0066  -0.0016  -0.0025
Si  -0.3667  37.5272  24.3011  -0.0075  0.004  -0.0423
Si  -5.2017  -0.0636  15.4995  0.0018  0  0.0031
Si  13.4956  27.5133  19.4994  0.0009  -0.0017  -0.0114
Si  -0.9542  1.9685  19.7101  -0.0147  0.0016  0.0015
Si  -40.185  -0.7069  24.7252  -0.0105  0.0162  -0.0236
Si  7.8854  9.9146  17.1329  -0.0017  0.0021  -0.0013
O  16.3255  32.7755  13.8969  0.0016  0.0012  -0.0188
O  -4.4347  28.3935  15.4369  -0.0045  -0.011  0.0003
O  8.7531  13.503  13.4562  -0.0103  0.0004  -0.0063
O  4.6887  16.2336  22.6812  -0.0039  0.0002  0.0049
O  2.1485  -5.322  12.8882  0.0012  -0.0015  -0.0046
O  15.1305  11.7938  11.6786  -0.0079  0.0019  -0.0057
O  18.2726  21.4328  18.5636  0.0046  -0.0049  -0.0013
O  -0.8913  1.4025  23.2268  -0.0055  0.0007  0.0118
O  8.382  56.4003  19.9924  0.0011  0.0042  -0.0005
O  -19.7082  16.1778  21.0407  -0.0054  0.0021  0.0126
O  -26.0144  34.8509  17.8621  0.0003  0.0006  0.0055
O  1.7891  7.0527  19.1742  -0.0016  0.001  0.0027
O  -8.1012  33.5704  24.9356  0  -0.0044  0.0177
O  -5.8554  10.452  25.3682  0.014  -0.0099  0.0152
O  -0.3025  44.3616  25.6272  -0.0127  0.0162  -0.0032
O  -5.8143  -1.405  16.185  -0.0022  -0.005  0.0066
O  -0.3311  28.1661  11.7826  0.0049  -0.0061  -0.0371
O  10.17  57.8994  18.6675  0.005  -0.0038  0.0057
O  9.2128  4.5488  23.4382  0.0012  0.002  -0.0009
O  -8.8243  15.3441  18.5332  -0.0022  0.0032  0.0046
O  3.4242  -11.8915  23.0848  0.008  -0.0132  0.0093
O  10.7226  0.5092  13.585  0.0023  0.0049  0.0029
O  -2.6203  36.7755  16.8972  -0.0006  0.0024  0.0041
O  26.9146  23.1788  16.0624  -0.0012  0  0.0027
O  14.3302  22.595  20.9744  -0.0061  -0.0031  0.0018
O  9.8776  9.0464  12.8008  -0.0038  -0.0034  -0.009
O  21.6159  26.9253  16.768  0.0066  0.0086  -0.0055
O  9.6224  12.3214  11.3492  -0.0202  0.0123  0.0068
O  -7.733  36.003  16.4501  0.0005  0.0022  0.0033
O  7.3965  52.8489  11.5124  -0.0122  0.0053  -0.0133
O  40.1879  6.3197  23.5598  0.0006  0.001  0.0022
O  -10.1815  47.6441  11.6279  -0.007  0.0078  -0.0373
O  18.2584  -0.0856  15.9039  -0.0003  -0.0011  0.0038
O  5.8475  44.7175  20.1405  -0.0087  0.0005  0.0051
O  7.6255  52.2246  14.0794  0.0002  0.0088  -0.0104
O  39.5201  -7.2083  23.0724  0.0082  -0.0004  0.0012
O  12.1228  31.1908  14.3927  -0.0066  0.0033  -0.0027
O  24.6253  7.0041  22.9497  -0.0025  -0.0005  0.0073
O  2.2854  20.1445  20.6913  0.001  -0.0014  0.0027
O  29.4815  8.35  16.7877  0.0003  -0.0052  -0.0031
O  -4.2607  28.7716  19.5367  0.0018  -0.0003  0.0046
O  12.6905  1.7372  18.0848  -0.0032  -0.0041  -0.0004
O  4.1643  27.7237  19.2821  0.0048  -0.0027  0.0076
O  -21.8949  24.1923  21.0054  0.0021  0.0016  0.0018
O  -3.9946  4.3345  14.1078  0.002  -0.0034  -0.0108
O  -37.558  -8.7419  12.7073  0.0121  0.0007  -0.0156
O  12.1606  9.9169  11.8112  0.0066  0.0004  -0.0356
O  14.7516  2.1911  13.9248  0.0079  -0.0052  -0.0123
O  -14.3763  25.9779  11.5566  0.0035  0.0029  -0.0069
O  -17.4392  16.2284  14.3178  0.0046  0.0033  -0.0016
O  8.16  21.9134  13.1605  -0.0143  -0.0063  0.0013
O  9.2124  28.6184  15.3265  -0.0002  0.0013  0.0041
O  -9.2114  24.2318  23.0838  0.0004  0.014  0.0132
O  -19.3995  55.4429  15.7381  0.0017  -0.0001  -0.0001
O  -6.2553  19.249  18.5281  0.0013  0.0027  0.0033
O  -0.448  -10.4084  19.1856  0.0064  -0.001  0.0014
O  1.0826  0.0434  22.0892  -0.007  0.0044  0.0008
O  10.8164  3.2212  24.9293  0.0166  0.0085  0.0157
O  15.2301  24.6811  23.8384  -0.0064  0.0064  0.0041
O  14.9499  -8.4094  18.9762  -0.0007  0.0006  0.0008
O  -4.2276  4.3577  18.9784  0.0005  0.0035  0.0091
O  8.4766  13.1145  25.4616  0.016  -0.0111  0.0121
O  -5.754  40.5211  23.7836  0.0024  0.0094  0.0198
O  9.4919  31.8412  17.2252  -0.0063  0  -0.0006
O  3.4496  10.5456  17.9641  0.0008  -0.004  0.0008
O  -3.014  5.2176  21.2152  0.0008  -0.0033  0.0167
O  10.829  41.6959  19.399  0.0007  -0.0035  0.0021
O  -0.3259  5.6813  25.6173  0.0053  0.0054  0.0255

Results
free energy: -153297.019 eV
free energy less fixed offsets of O -568.88, Si -635.61 eV per atom: 0.161 eV

The program warned: the cutoff lies below the one the program advises for these potential files; the forces do not sum to zero within the program's tolerance; the exchange-correlation potential is rough where the density is thin.
